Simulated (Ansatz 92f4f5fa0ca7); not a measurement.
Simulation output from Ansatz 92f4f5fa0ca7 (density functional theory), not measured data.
Periodic cell of 213 atoms, Si132O80H1, from a study of silicon, its oxide and their interface. The atomic structure is a simulated model.
Doubt: the cutoff is far below the 930 eV that the study's wrapper takes by default for these files, so forces and energies are approximate.
This geometry differs little from another in the collection (a relaxation step or a small displacement).

Settings: functional PBE; potential files Ansatz PAW; basis plane waves; wave-function cutoff 580 eV; density cutoff ratio 5; exchange-correlation grid ratio 1; k mesh 1 x 1 x 1, Gamma-centred; self-consistency stop 5e-08 eV per atom in the density residual; occupations fixed; spin none; net charge +1 e, with a uniform compensating background and no finite-size correction.

Cell vectors (angstrom)
a	10.938	0	0
b	0	10.938	0
c	0	0	31.5609

Atoms and the computed forces on them: element, x, y, z (angstrom), force x, y, z (eV/angstrom)
Si	-0.5681	0.5958	24.0523	0.1392	-0.1141	-0.1103
Si	6.1513	-0.5366	23.952	-0.0862	0.1248	-0.1649
Si	2.334	3.2078	24.3685	0.1506	-0.1242	-0.0431
Si	8.6438	2.391	24.2506	-0.1384	0.1907	-0.0306
Si	0.5218	4.853	24.1552	-0.1334	0.0996	-0.1441
Si	5.1486	5.7298	24.2438	0.1161	-0.1198	-0.0521
Si	3.322	7.5025	24.1034	-0.0999	0.094	-0.0578
Si	7.7557	8.6181	24.1895	0.1533	-0.1302	-0.1249
Si	1.3047	1.3501	25.3622	0.0009	0.0038	-0.0084
Si	6.8796	1.2801	25.3549	0.006	0.0106	0.0098
Si	4.0747	4.1463	25.6084	-0.0186	-0.0164	0.0229
Si	9.689	4.0505	25.5129	0.0084	0.0214	0.0081
Si	1.435	6.7428	25.3469	0.0112	0.0005	0.014
Si	6.8241	6.8603	25.466	0.0136	-0.0277	-0.0408
Si	4.2073	9.4913	25.1487	-0.0155	0.011	0.0276
Si	9.564	9.6429	25.32	0.001	-0.0213	0.0339
Si	2.7728	-0.0626	26.6329	-0.0018	0.001	-0.0024
Si	8.2222	-0.0196	26.8042	-0.0078	-0.0032	0.0101
Si	0.0558	2.6812	26.8664	0.0077	-0.0032	-0.0036
Si	5.5025	2.6783	26.751	0.0074	0.012	0.002
Si	2.7018	5.4988	26.8883	-0.0006	-0.0121	0.026
Si	8.2369	5.4625	26.7567	-0.0247	-0.0182	0.0047
Si	0.0226	8.2049	26.6684	0.004	0.0077	0.0041
Si	5.4493	8.2327	26.7858	0.0073	-0.0038	-0.0092
Si	4.1018	1.3673	28.1427	-0.0928	-0.3722	-0.5788
Si	9.5708	1.3673	28.1427	-0.0785	-0.1528	0.4769
Si	1.3673	4.1018	28.1427	0.0523	-0.1442	0.8334
Si	6.8362	4.1018	28.1427	0.1699	-0.1984	-0.3233
Si	4.1018	6.8362	28.1427	-0.0439	0.4712	0.4798
Si	9.5708	6.8362	28.1427	0.2327	0.2291	-0.4444
Si	1.3673	9.5708	28.1427	0.2148	-0.1525	-0.7574
Si	6.8362	9.5708	28.1427	-0.0458	0.0192	0.2144
Si	0	0	29.5099	-0.0831	0.0731	-0.0202
Si	5.469	0	29.5099	-0.0021	-0.0453	0.037
Si	2.7345	2.7345	29.5099	-0.0844	0.0898	0.013
Si	8.2035	2.7345	29.5099	0.043	0.0007	0.0352
Si	0	5.469	29.5099	-0.0015	-0.0678	0.0347
Si	5.469	5.469	29.5099	-0.0276	0.0515	-0.0415
Si	2.7345	8.2035	29.5099	0.0944	0.0084	0.0492
Si	8.2035	8.2035	29.5099	-0.0521	0.0348	-0.0088
Si	1.3673	1.3673	30.8772	0.0445	-0.0523	0.0071
Si	6.8362	1.3673	30.8772	-0.0144	0.0627	-0.0323
Si	4.1018	4.1018	30.8772	0.0378	-0.0856	0.0038
Si	9.5708	4.1018	30.8772	-0.029	0.0226	-0.024
Si	1.3673	6.8362	30.8772	0.0209	0.0434	-0.0308
Si	6.8362	6.8362	30.8772	0.0444	-0.0512	0.0082
Si	4.1018	9.5708	30.8772	-0.082	-0.0235	-0.0135
Si	9.5708	9.5708	30.8772	0.085	-0.0248	-0.0008
Si	2.7345	0	0.6835	0.048	0.019	0.0327
Si	8.2035	0	0.6835	-0.042	0.0305	0.0155
Si	0	2.7345	0.6835	-0.0543	0.079	-0.0285
Si	5.469	2.7345	0.6835	0.0597	-0.0658	0.0303
Si	2.7345	5.469	0.6835	-0.0547	0.0318	0.0245
Si	8.2035	5.469	0.6835	0.0305	-0.0414	0.0349
Si	0	8.2035	0.6835	-0.0559	-0.0314	0.0246
Si	5.469	8.2035	0.6835	-0.0648	0.1144	-0.0253
Si	4.1018	1.3673	2.0507	-0.0434	0.0949	-0.0428
Si	9.5708	1.3673	2.0507	0.1827	0.0407	-0.0149
Si	1.3673	4.1018	2.0507	-0.0409	-0.1927	-0.0046
Si	6.8362	4.1018	2.0507	0.0037	0.0368	-0.0236
Si	4.1018	6.8362	2.0507	0.0623	-0.0178	0.0127
Si	9.5708	6.8362	2.0507	0.0303	0.0737	-0.0031
Si	1.3673	9.5708	2.0507	0.0288	0.0161	-0.0052
Si	6.8362	9.5708	2.0507	-0.0758	-0.2042	-0.0223
Si	0	0	3.418	-0.2276	0.2553	-0.326
Si	5.469	0	3.418	0.0291	-0.0936	0.4275
Si	2.7345	2.7345	3.418	0.1405	-0.0766	-0.9722
Si	8.2035	2.7345	3.418	-0.0554	0.219	0.6486
Si	0	5.469	3.418	-0.2223	0.0378	0.2049
Si	5.469	5.469	3.418	0.2703	0.1237	-0.1865
Si	2.7345	8.2035	3.418	-0.0454	0.0894	0.3675
Si	8.2035	8.2035	3.418	-0.3452	-0.139	-0.3527
Si	1.4127	1.376	4.7141	0.0536	0.0031	0.011
Si	6.8161	1.3788	4.8463	0.0216	-0.0229	0.0076
Si	4.0825	4.0924	4.6959	-0.015	-0.0503	-0.0084
Si	9.5192	4.2028	4.8763	-0.0214	-0.0041	0.0068
Si	1.3198	6.8565	4.8002	-0.0363	0.007	-0.0085
Si	6.8502	6.821	4.8201	-0.0044	0.0033	0.0122
Si	4.1167	9.5432	4.8513	0.0223	0.0206	0.0119
Si	9.4646	9.6511	4.7075	-0.0311	0.0268	-0.0068
Si	2.6828	-0.0201	6.1688	-0.0052	-0.0254	-0.029
Si	8.197	0.0435	6.2524	-0.0029	0.0093	0.0072
Si	0.1262	2.8584	6.0444	-0.0182	0.0745	0.018
Si	5.3469	2.7315	6.1345	-0.0016	-0.0307	-0.0301
Si	2.82	5.5206	6.0715	-0.0084	0.0414	0.1178
Si	8.1248	5.5272	6.4173	0.0151	-0.0031	0.0169
Si	-0.2096	8.2142	6.0139	-0.0103	-0.0325	0.0085
Si	5.5006	8.1665	6.2409	-0.0104	0.0296	-0.0142
Si	3.4653	1.8531	7.351	0.0473	-0.0692	0.0462
Si	10.2718	0.9451	7.0664	-0.063	0.0574	-0.0979
Si	2.002	3.7246	7.3098	-0.1986	-0.1455	-0.9465
Si	6.246	4.426	7.4715	0.0754	-0.123	0.033
Si	4.6204	6.2672	7.3997	-0.0661	0.1131	-0.0973
Si	8.9223	7.5895	7.4819	0.149	-0.1344	-0.0024
Si	0.7704	9.9818	7.1564	0.0856	-0.0937	0.0477
Si	7.0982	9.2805	7.5743	-0.1623	0.1156	0.0831
O	0.7381	9.5691	8.7865	-0.0658	0.0331	-0.0447
O	2.3863	4.1186	9.1772	0.1605	0.0499	0.5988
O	10.5729	1.4851	8.6419	-0.0056	-0.0236	0.0592
O	6.359	9.6907	9.0441	0.0995	-0.0634	-0.1635
O	3.3194	1.6307	9.0392	-0.1333	0.414	0.0809
O	3.9874	6.4568	8.9554	-0.1994	-0.3538	0.1035
O	6.2932	3.6683	8.9833	-0.0747	0.0506	-0.0247
O	9.6314	7.7322	9.0165	-0.0748	0.05	-0.0692
O	3.1594	2.8292	22.9592	-0.0926	0.0627	0.0797
O	6.2129	10.7383	22.2882	0.0038	-0.0544	0.2148
O	8.0962	3.2611	22.9436	0.0433	-0.084	0.0352
O	0.0036	4.998	22.5532	0.024	-0.0561	0.1572
O	8.1378	8.1544	22.6286	-0.055	0.0697	0.1773
O	2.6776	7.6832	22.5626	0.057	-0.0174	0.1225
O	5.887	4.8375	23.0198	-0.0489	0.0313	0.0486
O	10.7676	11.1713	22.4616	-0.0366	0.0567	0.1813
Si	7.0431	0.1708	20.9142	-0.0125	-0.0239	-0.1686
Si	6.9751	2.3961	14.7133	0.0429	-0.0029	0.1712
Si	6.7752	2.4082	9.9185	0.0804	0.0949	0.0817
Si	3.1755	3.6627	21.5674	0.0143	-0.0555	-0.1788
Si	-3.163	7.1977	21.3611	0.0324	0.0427	-0.1397
Si	-0.6148	9.1118	9.5996	0.1061	-0.0547	0.0957
Si	10.0575	11.3893	21.0039	-0.0262	-0.0237	-0.198
Si	3.9802	3.0085	14.7193	-0.0163	-0.0313	0.1861
Si	4.8278	-6.2815	18.1317	0.0164	-0.0381	-0.0001
Si	7.3045	4.302	12.362	0.0503	0.0746	0.2213
Si	-2.0159	7.8466	16.6934	-0.0502	0.0357	0.1394
Si	5.76	10.458	10.3675	-0.0117	-0.0765	0.1942
Si	3.4318	-1.7192	12.0901	-0.0072	0.0161	0.2016
Si	7.2765	10.5157	13.177	-0.0014	-0.0139	0.2308
Si	16.1005	-3.8251	19.7131	0.0112	-0.0038	-0.0912
Si	14.0212	0.2114	14.3196	0.0053	-0.0353	0.1278
Si	7.1734	4.3259	22.1408	-0.0015	0.0296	-0.0647
Si	0.5607	4.833	21.0201	0.0118	-0.0057	-0.0857
Si	2.8543	2.7279	10.1479	0.1749	-0.6705	0.5082
Si	11.2911	1.038	14.8874	-0.0101	-0.0151	0.1701
Si	9.4682	1.0375	9.7423	0.0561	-0.0036	0.1039
Si	15.2239	15.4679	12.0813	0.2213	0.0241	0.466
Si	5.062	8.9643	14.5401	0.0245	-0.0535	0.1461
Si	11.5456	8.0242	12.1796	-0.0177	0.0094	0.2153
Si	10.1705	5.2801	12.7525	-0.0427	0.0643	0.1914
Si	9.8276	9.4587	14.2437	0.0151	-0.0228	0.1416
Si	5.6568	2.6916	19.9463	-0.0186	-0.0486	-0.1018
Si	8.8354	9.1232	19.5006	0.0024	0.0301	-0.0209
Si	2.745	6.6902	21.2721	-0.0389	-0.0158	-0.2016
Si	9.3525	2.7541	16.584	-0.0243	-0.0148	0.1151
Si	11.1795	2.3135	11.9547	-0.1974	0.0455	0.3778
Si	-0.1575	2.812	19.1134	-0.0031	-0.0108	0.0032
Si	2.7774	5.7362	9.7674	0.2333	0.7788	0.3476
Si	-0.4467	-5.5185	15.9753	0.007	-0.0144	0.0818
Si	5.9053	-3.8956	16.8652	0.001	-0.0041	0.0607
Si	2.0485	3.9083	17.1222	0.0044	0.0013	0.0815
O	19.0376	1.7483	9.247	-0.0333	-0.0256	-0.0409
O	16.7852	5.0479	12.1256	-0.1235	-0.0202	-0.1026
O	9.3533	4.3722	16.478	0.0177	0.0049	-0.0227
O	4.1246	-0.7589	15.1194	-0.0189	0.0237	-0.0493
O	12.6112	3.6288	20.9555	0.0067	0.0105	0.0374
O	1.2815	6.2725	20.6436	0.0054	-0.0001	0.054
O	10.8221	3.8709	12.2503	0.0578	-0.0725	-0.1208
O	-0.48	4.2567	19.8834	0.0113	0.0218	0.0436
O	-1.4331	-8.5572	18.1609	0.0023	0.0316	-0.0115
O	4.2912	9.7896	10.7933	0.0205	0.048	-0.1088
O	3.469	5.2801	21.7682	0.0162	0.019	0.0922
O	10.886	1.5949	20.1921	-0.0194	-0.0086	0.0505
O	-4.2067	3.5677	20.7778	0.0624	0.0613	0.1364
O	-2.8893	5.64	21.7229	-0.0023	-0.0174	0.0781
O	13.6595	10.4618	12.8828	0.0077	0.0143	-0.0949
O	3.2708	5.5854	11.3311	-0.1995	-0.0781	-0.4066
O	8.4865	11.8083	21.284	0.0141	0.0307	0.0896
O	10.3312	5.5047	14.3493	-0.0015	-0.0016	-0.1144
O	1.4248	6.6028	9.5071	0.4436	-0.3745	-0.2514
O	4.0843	3.1818	11.1349	-0.2026	0.0177	-0.3597
O	11.416	12.4691	13.3431	0.0157	0.0385	-0.1994
O	8.8402	-0.8708	13.0978	-0.0324	0.0227	-0.0856
O	11.1156	8.6397	13.6372	0.0247	-0.0178	-0.0965
O	7.0171	1.1013	13.7186	-0.0023	-0.0526	-0.1032
O	5.4984	2.7968	15.2882	-0.0165	-0.0075	-0.0705
O	7.2795	3.0454	11.3305	-0.0375	-0.0971	-0.1301
O	4.1742	2.8731	20.5861	-0.0611	0.0464	0.0957
O	14.7762	4.236	13.6277	0.0042	0.0488	-0.205
O	5.727	12.0887	10.0795	-0.0282	0.0257	-0.0671
O	-4.7273	7.4505	20.912	-0.0095	-0.0242	0.0761
O	10.69	8.8915	11.1354	-0.0264	0.0321	-0.0842
O	5.1671	-3.1672	15.6191	-0.0149	0.0292	-0.082
O	5.2256	5.5035	19.4649	-0.0027	0.0186	0.0465
O	12.7653	0.4951	15.3136	-0.0031	-0.0146	-0.0393
O	-2.3376	5.3105	12.2129	-0.0078	-0.0223	-0.0634
O	3.6412	7.4826	20.1588	-0.0398	-0.0305	0.0944
O	11.0569	6.4626	12.049	0.0226	0.0001	-0.0804
O	8.7812	-3.3222	20.1391	-0.0034	-0.0584	0.0851
O	8.9655	8.5255	15.228	0.0013	0.0259	-0.091
O	-0.7499	6.8222	16.7385	0.0275	-0.0148	-0.0223
O	6.1005	1.1356	19.998	0.038	-0.0371	0.0656
O	7.4203	-1.0843	19.9231	-0.0083	0.0178	0.0436
O	2.9003	3.1621	15.926	0.0278	-0.0133	-0.0707
O	5.4123	-5.4627	16.8435	0.0069	0.011	-0.0158
O	7.9827	2.1341	15.9679	-0.0241	0.0101	-0.0495
O	10.306	-0.2138	15.129	0.0051	-0.0133	-0.0549
O	6.7195	10.2983	11.6716	-0.0002	0.0211	-0.1262
O	12.0079	4.9904	16.3919	-0.0062	0.0222	-0.0247
O	1.1632	2.9546	18.1253	0.0309	0.0196	-0.0122
O	10.6866	2.2571	15.7612	0.025	-0.0215	-0.0643
O	6.5462	9.5279	14.2394	0.0247	0.0344	-0.0787
O	3.1962	-6.3182	18.0379	-0.0246	-0.0044	-0.0181
O	7.5191	7.0327	16.7546	0.026	0.0058	-0.0331
O	5.5235	3.1925	18.3789	-0.0193	0.0483	0.0506
O	5.4907	7.8048	18.2656	0.0086	-0.0163	-0.0035
O	-1.9193	-1.9817	17.8878	-0.006	-0.0253	-0.0387
O	1.5897	2.2428	11.0347	0.3057	0.2657	-0.4184
O	10.0681	10.0109	20.1094	0.0081	0.0147	0.0722
O	2.1921	-2.7474	11.7979	-0.0125	-0.0376	-0.092
O	4.4263	8.4268	13.1275	-0.0154	-0.0127	-0.0979
O	9.2447	-0.5833	9.6129	-0.0368	0.0463	-0.0332
O	7.4817	14.6342	13.8625	-0.0171	0.0244	-0.1214
O	3.6913	1.6491	13.8839	0.0124	-0.0035	-0.0833
O	9.9547	1.5547	11.1995	-0.0324	-0.0459	-0.0843
H	0.5776	6.1938	9.7268	-0.3014	-0.0094	0.1732

Results
free energy: -129428.486 eV
free energy less fixed offsets of H -15.97, O -568.88, Si -635.61 eV per atom: -1.596 eV

The program warned: the cutoff lies below the one the program advises for these potential files; the forces do not sum to zero within the program's tolerance; the exchange-correlation potential is rough where the density is thin.
